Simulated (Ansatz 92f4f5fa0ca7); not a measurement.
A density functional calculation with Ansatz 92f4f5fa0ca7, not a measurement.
Periodic cell of 223 atoms, Si133O90, from a study of silicon, its oxide and their interface. The atomic structure is a simulated model.
Doubt: the cutoff is far below the 930 eV that the study's wrapper takes by default for these files, so forces and energies are approximate.
This geometry differs little from another in the collection (a relaxation step or a small displacement).

Settings
functional: PBE
potential files: Ansatz PAW
basis: plane waves
wave-function cutoff: 580 eV
density cutoff ratio: 5
exchange-correlation grid ratio: 1
k mesh: 1 x 1 x 1, Gamma-centred
self-consistency stop: 5e-08 eV per atom in the density residual
occupations: fixed
spin: none
net charge: 0

Cell vectors (angstrom)
a 10.938 0 0
b 0 10.938 0
c 0 0 32.4058

Atoms and the computed forces on them: element, x, y, z (angstrom), force x, y, z (eV/angstrom)
Si 0.2773 -0.1812 24.9586 0.007 -0.009 0.0069
Si 5.1945 0.4714 24.9498 -0.0122 0.0193 -0.0022
Si 2.8793 2.6472 25.0318 0.0134 -0.0145 0.0206
Si 7.9254 2.9874 24.9395 -0.012 0.0065 -0.0002
Si -0.2208 5.761 24.9283 -0.006 0.0089 0.0101
Si 5.7163 5.2508 24.9519 0.0136 -0.0106 0.0036
Si 2.503 8.5082 24.9049 -0.0085 0.0119 0.0096
Si 8.4656 8.0006 24.8503 0.0106 -0.0125 0.0124
Si 1.368 1.394 26.3156 0.0091 -0.0017 0.0041
Si 6.8102 1.4551 26.3269 -0.007 0.0068 0.0051
Si 4.1118 4.1711 26.3099 0.002 -0.0093 0.0025
Si 9.5611 4.1412 26.2099 -0.001 0.0067 0.0073
Si 1.3603 6.9144 26.2488 -0.0068 0.0068 0.0041
Si 6.8733 6.8701 26.2097 0.008 -0.0043 0.0045
Si 4.1262 9.6497 26.1759 -0.0049 0.0042 0.0073
Si 9.5752 9.5964 26.2104 0.0072 -0.0019 0.0032
Si 2.7516 0.0054 27.6375 -0.0005 0.002 -0.0099
Si 8.1931 0.0111 27.599 0.0031 -0.0044 -0.0022
Si -0.0364 2.7608 27.6114 0.0034 -0.0074 -0.004
Si 5.4333 2.7767 27.6851 0.0014 0.004 -0.0102
Si 2.7057 5.5204 27.6202 0.0049 -0.0033 -0.0023
Si 8.2005 5.485 27.6211 -0.0062 0.0031 -0.0055
Si -0.0274 8.2336 27.6349 0.0006 0.0013 -0.008
Si 5.4628 8.2275 27.5645 0.0029 -0.0019 -0.0013
Si 4.1018 1.3673 28.9875 -0.0669 -0.0206 0.3793
Si 9.5708 1.3673 28.9875 -0.1132 0.0291 -0.0795
Si 1.3673 4.1018 28.9875 -0.1033 0.0872 -0.1329
Si 6.8362 4.1018 28.9875 0.0715 0.237 0.2615
Si 4.1018 6.8362 28.9875 0.0524 0.2713 -0.1714
Si 9.5708 6.8362 28.9875 -0.0206 0.022 0.1149
Si 1.3673 9.5708 28.9875 0.0269 0.0494 0.0899
Si 6.8362 9.5708 28.9875 -0.0576 -0.0253 -0.2405
Si 0 0 30.3548 0.0842 0.0004 -0.0256
Si 5.469 0 30.3548 0.0169 0.0201 0.0008
Si 2.7345 2.7345 30.3548 0.0294 -0.0689 -0.006
Si 8.2035 2.7345 30.3548 -0.0122 -0.0065 -0.005
Si 0 5.469 30.3548 0.001 0.0278 0.0082
Si 5.469 5.469 30.3548 0.103 0.0097 -0.0131
Si 2.7345 8.2035 30.3548 0.0285 0.0149 -0.0105
Si 8.2035 8.2035 30.3548 0.0124 -0.0459 -0.0236
Si 1.3673 1.3673 31.722 -0.0581 0.034 -0.0054
Si 6.8362 1.3673 31.722 -0.0043 0.0269 -0.0092
Si 4.1018 4.1018 31.722 -0.0365 0.0342 -0.0239
Si 9.5708 4.1018 31.722 -0.0059 -0.0371 -0.0171
Si 1.3673 6.8362 31.722 0.0324 0.0318 -0.0108
Si 6.8362 6.8362 31.722 -0.0423 0.0363 -0.0131
Si 4.1018 9.5708 31.722 -0.0297 -0.0132 -0.0204
Si 9.5708 9.5708 31.722 -0.0191 0.0183 -0.0301
Si 2.7345 0 0.6835 0.0392 -0.0097 0.028
Si 8.2035 0 0.6835 0.0421 -0.0908 0.0349
Si 0 2.7345 0.6835 -0.0064 0.0347 0.0061
Si 5.469 2.7345 0.6835 0.0441 -0.0542 0.001
Si 2.7345 5.469 0.6835 0.0428 -0.0494 0.0392
Si 8.2035 5.469 0.6835 -0.0106 0.0516 0.0247
Si 0 8.2035 0.6835 0.0127 -0.0453 -0.0005
Si 5.469 8.2035 0.6835 0.0257 -0.003 0.0163
Si 4.1018 1.3673 2.0507 -0.0109 0.0414 0.0194
Si 9.5708 1.3673 2.0507 0.0821 0.107 0.0396
Si 1.3673 4.1018 2.0507 -0.1185 -0.0732 -0.0028
Si 6.8362 4.1018 2.0507 -0.1247 -0.0831 0.006
Si 4.1018 6.8362 2.0507 -0.0517 0.0435 -0.0231
Si 9.5708 6.8362 2.0507 -0.0177 0.0926 -0.0029
Si 1.3673 9.5708 2.0507 -0.0357 -0.0404 0.0149
Si 6.8362 9.5708 2.0507 -0.0159 0.0197 -0.0017
Si 0 0 3.418 0.2872 0.1781 0.3987
Si 5.469 0 3.418 0.3417 0.1654 -0.3167
Si 2.7345 2.7345 3.418 -0.216 -0.2525 -0.2
Si 8.2035 2.7345 3.418 0.0717 0.1344 0.215
Si 0 5.469 3.418 -0.0887 -0.2722 0.1054
Si 5.469 5.469 3.418 -0.1175 -0.293 0.2019
Si 2.7345 8.2035 3.418 -0.2864 -0.3633 -0.4557
Si 8.2035 8.2035 3.418 0.296 -0.0386 -0.2455
Si 1.4716 1.3465 4.8734 -0.0055 -0.014 -0.0011
Si 6.8318 1.3794 4.7957 0.0004 0.0105 0.0041
Si 3.9812 4.1015 4.7992 0.0226 0.0072 0.02
Si 9.6136 4.0489 4.8515 -0.0017 -0.0063 0.0002
Si 1.3713 6.8082 4.7729 0.0022 -0.0154 0.0092
Si 6.9608 6.7283 4.7384 -0.0201 -0.008 0.026
Si 4.166 9.4927 4.6718 -0.0045 -0.0037 -0.004
Si 9.557 9.5907 4.7793 -0.0049 0.0071 0.0358
Si 2.9513 -0.1752 6.1504 -0.0247 -0.013 -0.039
Si 8.1641 0.0168 6.2005 0.0165 -0.0097 -0.0037
Si 0.0071 2.6622 6.2915 0.0017 0.004 -0.0052
Si 5.4087 2.7385 6.1137 -0.0229 -0.0171 -0.043
Si 2.5358 5.3711 6.2451 -0.0012 -0.0065 -0.0063
Si 8.2896 5.4239 6.2729 -0.0074 0.0028 -0.0066
Si 0.0256 8.1827 6.0906 -0.0317 -0.003 -0.0067
Si 5.4793 8.0729 5.9149 0.023 0.0077 0.0065
Si 4.3099 1.1791 7.5848 -0.2222 0.072 -0.0664
Si 9.9109 0.9399 7.5534 -0.002 -0.0067 -0.0592
Si 0.9649 4.2338 7.7983 -0.0025 0.0284 0.0126
Si 6.5263 4.3268 7.3933 -0.013 0.0178 0.0593
Si 4.3095 6.5429 7.2044 0.0191 -0.0173 0.0195
Si 9.3182 7.212 7.4757 -0.029 0.0689 0.0362
Si 1.3213 9.6442 7.4126 -0.0046 0.0211 0.0348
Si 6.8799 9.3128 7.3049 0.0084 -0.021 0.0481
O 9.5934 6.866 24.4353 -0.0059 0.0065 -0.0014
O 3.9817 1.5194 24.5761 0.0072 0.0006 -0.0007
O 8.0663 8.2459 7.571 0.0203 -0.0237 0.0546
O 2.9616 1.5244 8.4653 0.1272 -0.0367 -0.0499
O 6.8071 4.1088 24.4341 -0.0036 0.0046 -0.0007
O 1.3662 9.6207 24.4168 -0.0006 -0.0026 -0.0078
O 5.4412 5.4999 7.802 -0.011 -0.0039 -0.0269
O 0.1952 -0.1408 7.6159 0.0155 -0.0261 -0.0025
O 6.8097 3.4264 8.7573 -0.0562 -0.0792 -0.0229
O 6.2305 9.6702 8.7876 -0.0232 0.0152 -0.1049
O 9.8036 7.328 9.0522 0.0223 -0.0105 -0.0593
O 1.8539 9.1802 8.9108 -0.0043 -0.0071 -0.0197
O 5.4568 1.1233 9.2256 0.1685 -0.0133 0.269
O 1.7554 3.7025 9.1334 -0.0121 0.0001 -0.0064
O 9.6776 1.1633 9.1405 -0.0303 0.0737 0.1777
O 3.7551 7.4671 8.4131 -0.0118 0.0093 -0.0016
O 7.8742 8.5856 23.4319 -0.0015 0.006 -0.0129
O 8.4781 2.2119 23.6046 0.0054 -0.0059 -0.0042
O 5.0293 5.9052 23.6158 -0.0019 0.0019 -0.0003
O 2.2657 3.2909 23.6511 -0.0039 0.0057 -0.0119
O 10.6095 0.6108 23.6565 -0.0053 0.0032 -0.004
O 0.4052 5.1648 23.5341 0.0044 -0.0044 -0.0081
O 3.176 7.8441 23.5599 0.0001 -0.0022 -0.0016
O 5.529 14.1196 19.1755 -0.0018 -0.0088 -0.0055
Si 11.3949 2.3873 20.7905 -0.0012 0.0031 0.0081
Si 7.8373 9.3997 22.0149 -0.0019 0.0003 0.0072
Si 2.2763 5.1836 13.562 0.0034 0.0353 -0.0103
Si 12.2702 7.3959 16.812 -0.0004 0.0046 -0.0022
Si -0.1224 -4.6728 9.7419 -0.0706 0.0182 0.0365
Si 10.91 8.9146 14.7494 -0.0075 -0.0467 -0.012
Si -1.3871 -4.9688 17.6982 0.0017 0.0115 0.0071
Si 1.6194 4.4594 22.7111 0.0041 0.0007 0.0076
Si 4.6094 10.9488 16.953 0.0032 -0.0179 0.0046
Si 6.8883 5.8801 16.2673 0.0123 0.0457 0.0294
Si 5.7641 2.7819 9.8257 -0.0139 0.0898 -0.1608
Si 2.7908 9.2437 18.6623 -0.0045 -0.0068 0.0038
Si 7.769 3.7072 11.6328 0.0765 1.0465 0.2491
Si 9.0738 1.1684 10.6543 -0.0527 -0.3605 -0.1413
Si 9.0639 1.6325 15.9013 0.0227 -0.0267 0.0538
Si 2.6316 4.7048 16.5733 -0.0026 0.0075 -0.0098
Si -3.8956 3.448 14.5625 -0.2465 -0.0625 0.2031
Si 6.2427 10.7002 10.0343 -0.0455 0.0154 -0.0689
Si 16.0503 4.527 18.3607 -0.0142 0.0035 -0.0034
Si 4.964 7.2052 19.8305 0.0041 0.0063 0.0012
Si -1.5481 1.1808 22.7336 0.0028 -0.0017 0.009
Si 2.1315 2.3746 12.5498 0.0442 0.024 -0.0181
Si 5.4549 10.9747 21.9211 0.0038 -0.0066 0.0107
Si 0.0888 6.9254 12.7387 -0.0603 -0.0259 -0.0774
Si 13.7605 2.637 9.6648 0.0366 -0.0062 -0.0372
Si 10.9466 3.2624 17.7843 0.0106 0.0087 0.0287
Si 8.0863 7.9858 19.3708 0.0006 0.0011 0.0055
Si -6.3306 1.5078 14.335 -0.037 -0.0438 -0.0014
Si -2.2375 -1.2191 16.7199 -0.0046 -0.0248 0.0073
Si 2.8848 7.8746 12.3872 0.0048 -0.013 -0.0166
Si -5.7852 1.6304 19.4441 0.001 -0.0045 0.0051
Si -0.3802 0.6693 13.291 0.0578 -0.0441 0.0487
Si 3.8835 6.6368 22.7169 -0.0029 -0.0088 0.002
Si 2.7613 0.4238 20.7109 0.0002 -0.0019 0.0081
Si 13.5216 7.8162 9.4594 0.0192 0.0002 0.0246
Si 6.2535 8.6982 15.3233 -0.0132 -0.001 -0.0306
Si 5.0966 -1.1588 12.872 0.0027 -0.0476 -0.0051
O 6.4246 5.1086 17.6193 -0.0144 -0.019 0.0169
O -0.4683 -4.6907 11.344 0.0881 0.0386 0.0313
O 6.6572 4.9645 14.9765 0.0176 0.0111 -0.0368
O 2.2185 10.0244 19.9673 0.0026 -0.0039 -0.0035
O -0.2601 5.0222 8.6198 0.0125 -0.0117 0.0067
O 1.0183 3.8199 21.3446 -0.0045 -0.0048 -0.0075
O 1.4615 6.6475 9.564 0.0111 0.0011 -0.0072
O -5.5961 0.2526 13.6126 -0.0045 0.0359 0.0064
O 14.1812 6.4436 13.1193 -0.0176 -0.0071 0.0102
O 8.566 11.3321 16.8475 0 0.0215 -0.0112
O 5.3362 9.731 16.1755 -0.002 0.0109 0.0025
O -1.4896 1.1139 14.4 0.005 0.0018 -0.0306
O 2.3029 3.9952 12.4424 -0.0112 -0.0327 0.0016
O 5.9992 8.6925 13.6997 -0.0056 0.0226 0.0201
O 2.718 4.4842 14.9595 0.0017 -0.0072 0.0146
O 6.3463 2.7067 11.2976 0.6517 0.182 0.3029
O 3.2394 1.7549 13.5271 -0.0008 0.0029 0.0061
O 14.9162 4.1319 17.2657 0.0138 0.0003 0.0111
O -3.1126 13.6232 15.7955 -0.0107 0.0419 -0.0881
O 0.732 5.7207 13.6439 0.0096 -0.0086 0.0081
O 7.7818 9.1697 15.5059 0.0049 0.006 0.0062
O 0.3093 2.4505 19.1729 -0.0027 0.0038 -0.0101
O 4.5768 5.6837 19.3748 0.0076 -0.0038 -0.0049
O 7.6473 5.1809 11.092 0.0829 -1.348 0.3141
O 10.8951 6.6091 17.0841 -0.0003 0.0003 -0.0001
O 2.7466 5.5507 22.2898 0.0044 0.0036 0.0023
O 9.0377 6.7004 19.0628 -0.0004 -0.002 -0.0015
O 1.2653 7.9989 12.3144 0.0107 0.0062 0.0122
O -5.4192 0.6552 18.1705 -0.0029 0.0105 0.0002
O 7.6696 0.3055 10.5057 0.1098 0.0933 0.024
O 11.2693 -0.6859 13.8802 -0.0283 0.0566 -0.0228
O 4.2652 3.4037 9.7649 0.0139 -0.0173 0.0314
O 4.0644 8.3071 19.0448 -0.0041 -0.0008 -0.0021
O 8.4681 6.1837 16.5017 0.0008 -0.0017 -0.0121
O 1.3831 3.9045 17.2163 -0.0024 -0.0023 -0.0051
O -0.8342 7.8399 13.7533 0.016 0.0282 0.03
O 5.5918 2.7678 14.2801 0.1026 0.0493 -0.0083
O 2.5489 6.314 16.8169 -0.0016 -0.0022 -0.0019
O 9.8389 4.4189 18.0919 -0.0012 -0.0105 -0.0042
O 4.2356 1.1718 15.8838 0.0064 0.0088 -0.0089
O 3.3989 7.93 10.8453 -0.0273 0.0055 -0.0294
O 3.5693 -1.7349 13.0401 0.0041 0.0177 0.0068
O 8.5373 10.8555 22.1897 -0.0007 -0.0021 0.0019
O -2.9323 3.4794 13.2974 -0.0101 -0.1548 -1.3837
O 9.9588 2.0272 21.4691 0.0046 0.0045 -0.0067
O 8.5701 8.5828 20.814 0.0014 -0.0014 -0.0038
O -5.0223 1.1786 20.8309 -0.0016 0.0063 -0.0128
O 5.4421 -0.8966 11.2766 -0.0032 0.01 0.0211
O 1.319 8.1681 15.3561 -0.0005 0.0065 0.0004
O 2.3706 1.8579 11.0058 -0.0069 0.0009 0.0455
O 6.5248 7.5259 19.4888 -0.0115 0.0007 0.0042
O 1.5561 -2.5441 18.0679 0.0071 0.0067 0.0036
O 1.4781 12.1499 21.2904 0.0015 -0.0001 -0.0019
O 8.9934 2.7266 11.0023 -0.6615 0.3725 0.4591
O 3.2277 -0.5855 17.5583 0.0028 0.0015 -0.0039
O 8.3109 -1.8589 18.1691 -0.0007 0.0021 -0.0063
O 10.1791 -1.6107 16.1573 0.0006 0.01 -0.0003
O -0.5666 2.2729 16.6331 -0.0168 -0.0113 -0.0236
O 0.6927 1.8845 13.1006 -0.04 -0.0158 -0.0128
O 6.2781 -1.3242 21.5454 0.0012 0.0023 0.0043
O 15.5475 7.2699 21.42 0.0024 0.001 -0.0045
O 5.9002 0.2739 23.4752 -0.0066 0.0028 0.0012
O -4.906 7.2394 16.0058 -0.0041 -0.0015 -0.0038
O 3.5419 1.4686 19.7176 0.007 0.0023 -0.0059
O 3.8249 -0.0892 21.8563 -0.0015 0.0022 -0.0047
O 9.9134 0.3582 11.8107 -0.0121 0.0643 0

Results
free energy: -135733.848 eV
free energy less fixed offsets of O -568.88, Si -635.61 eV per atom: 1.482 eV

The program warned: the cutoff lies below the one the program advises for these potential files; the exchange-correlation potential is rough where the density is thin.
